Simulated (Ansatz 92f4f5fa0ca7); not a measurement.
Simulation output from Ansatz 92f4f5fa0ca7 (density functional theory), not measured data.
Periodic cell of 406 atoms, Si266O140, from a study of silicon, its oxide and their interface. The atomic structure is a simulated model.
Doubt: the cutoff is far below the 930 eV that the study's wrapper takes by default for these files, so forces and energies are approximate.
This geometry differs little from another in the collection (a relaxation step or a small displacement).

Settings
functional: PBE
potential files: Ansatz PAW
basis: plane waves
wave-function cutoff: 580 eV
density cutoff ratio: 5
exchange-correlation grid ratio: 1
k mesh: 1 x 1 x 1, Gamma-centred
self-consistency stop: 5e-08 eV per atom in the density residual
occupations: fixed
spin: none
net charge: 0

Cell vectors (angstrom)
a 15.4687 0 0
b 0 12.8259 0
c 0 0 36.1074

Atoms and the computed forces on them: element, x, y, z (angstrom), force x, y, z (eV/angstrom)
Si 0.004 1.166 33.422 -0.001 0.002 0.002
Si 3.886 1.169 33.442 0 0.001 0.004
Si 7.742 1.169 33.434 -0.005 0.005 0.003
Si 11.642 1.166 33.446 -0.003 0.004 0.001
Si 1.905 7.578 33.422 0.003 0.002 0.003
Si 5.763 7.58 33.453 0 0.004 0.002
Si 9.673 7.579 33.437 -0.001 0.006 0.004
Si 13.525 7.577 33.439 0.004 0.002 0.003
Si 1.934 5.247 33.841 -0.093 0.015 -0.074
Si 5.801 5.247 33.841 -0.085 0.007 0.034
Si 9.668 5.247 33.841 0.115 0.072 -0.034
Si 13.535 5.247 33.841 -0.087 -0.132 -0.266
Si 0 11.66 33.841 -0.054 -0.037 -0.043
Si 3.867 11.66 33.841 -0.06 -0.012 0.03
Si 7.734 11.66 33.841 0.117 0.141 0.08
Si 11.602 11.66 33.841 0.09 -0.071 -0.111
Si 0 4.664 35.077 0.024 -0.04 -0.047
Si 3.867 4.664 35.077 0.032 -0.009 -0.021
Si 7.734 4.664 35.077 0 -0.032 -0.051
Si 11.602 4.664 35.077 -0.02 0 -0.016
Si 1.934 11.077 35.077 0.007 0.015 -0.009
Si 5.801 11.077 35.077 -0.021 -0.04 -0.046
Si 9.668 11.077 35.077 -0.003 -0.004 -0.011
Si 13.535 11.077 35.077 0.016 -0.007 -0.015
Si 0 2.332 35.49 -0.03 -0.024 -0.018
Si 3.867 2.332 35.49 0.045 0.009 0.111
Si 7.734 2.332 35.49 -0.021 0.014 0.053
Si 11.602 2.332 35.49 0.137 0.015 0.136
Si 1.934 8.745 35.49 -0.062 -0.001 -0.019
Si 5.801 8.745 35.49 -0.131 0.04 0.187
Si 9.668 8.745 35.49 0.073 0.008 0.058
Si 13.535 8.745 35.49 -0.005 0.01 0.082
Si 1.934 1.749 0.619 -0.005 0.008 -0.021
Si 5.801 1.749 0.619 -0.005 0.025 0.015
Si 9.668 1.749 0.619 -0.007 -0.009 -0.021
Si 13.535 1.749 0.619 -0.011 0.035 0.031
Si 0 8.162 0.619 -0.011 0.003 -0.007
Si 3.867 8.162 0.619 0.029 0.009 0.011
Si 7.734 8.162 0.619 0.037 -0.011 -0.037
Si 11.602 8.162 0.619 -0.023 0.019 0.004
Si 0 5.83 1.031 -0.021 0.007 0.003
Si 3.867 5.83 1.031 -0.025 0.016 0.022
Si 7.734 5.83 1.031 0.013 -0.002 -0.017
Si 11.602 5.83 1.031 0.023 0.014 0.018
Si 1.934 12.243 1.031 -0.014 -0.02 -0.002
Si 5.801 12.243 1.031 0.013 0.046 0.048
Si 9.668 12.243 1.031 0.001 0.005 0.003
Si 13.535 12.243 1.031 -0.022 0.019 0.04
Si 1.934 5.247 2.268 -0.018 0.019 -0.072
Si 5.801 5.247 2.268 0.074 -0.019 -0.069
Si 9.668 5.247 2.268 -0.077 -0.011 -0.01
Si 13.535 5.247 2.268 -0.019 -0.024 -0.143
Si 0 11.66 2.268 0.111 0.032 0.17
Si 3.867 11.66 2.268 -0.12 -0.011 0.067
Si 7.734 11.66 2.268 0.082 -0.011 -0.073
Si 11.602 11.66 2.268 0.061 0.017 0.063
Si 1.934 2.915 2.68 -0.005 -0.003 0.016
Si 5.801 2.915 2.68 0 0.012 0.05
Si 9.668 2.915 2.68 -0.001 0.023 -0.001
Si 13.535 2.915 2.68 0.008 0.01 0.049
Si 0 9.328 2.68 0.013 -0.023 0
Si 3.867 9.328 2.68 -0.03 -0.011 0.023
Si 7.734 9.328 2.68 -0.035 -0.034 -0.012
Si 11.602 9.328 2.68 0.031 -0.045 -0.006
Si 0.474 -0.145 26.932 -0.002 -0.027 -0.002
Si 3.624 0.002 26.798 -0.001 -0.011 0
Si 8.2 0.061 27.107 0.008 -0.019 0.033
Si 11.326 0.049 26.83 0.003 -0.021 0.009
Si 1.462 6.438 26.873 0.002 -0.016 0.025
Si 6.09 6.433 26.961 -0.006 -0.007 0.041
Si 9.234 6.665 27.167 0 -0.028 0.011
Si 13.756 6.153 26.727 0.013 -0.015 -0.005
Si 1.85 4.108 27.135 -0.01 0.028 0.007
Si 5.803 4.06 27.302 -0.008 0.029 0.004
Si 9.461 4.335 27.183 -0.001 0.028 0.009
Si 13.566 3.805 27.07 -0.001 0.027 0.011
Si 0.082 10.335 27.045 -0.004 0.03 0
Si 3.905 10.478 27.331 0.009 0.02 -0.016
Si 7.78 10.576 27.345 -0.004 0.031 -0.006
Si 11.702 10.556 27.142 0.015 0.027 0.004
Si -0.001 3.368 28.431 0.006 -0.002 0.003
Si 3.797 3.547 28.428 -0.001 -0.002 0.001
Si 7.726 3.539 28.573 0.013 -0.005 0.01
Si 11.518 3.522 28.258 -0.001 -0.006 -0.006
Si 1.926 9.892 28.491 -0.012 -0.009 0.032
Si 5.846 9.983 28.57 0.003 -0.005 0.007
Si 9.758 9.958 28.458 -0.002 -0.014 0.025
Si 13.602 9.876 28.363 -0.003 -0.004 -0.001
Si 0.115 1.059 28.949 -0.015 -0.002 0.012
Si 3.892 1.19 28.863 0.01 -0.005 0.007
Si 7.86 1.238 29.086 -0.03 -0.013 -0.007
Si 11.616 1.221 28.867 0.02 0.003 0.001
Si 1.849 7.573 28.924 0.025 -0.007 0.002
Si 5.76 7.629 28.978 0.009 -0.017 -0.029
Si 9.601 7.728 29.155 0.005 0.009 -0.006
Si 13.468 7.499 28.751 0.004 0.008 0.004
Si 2.023 0.578 30.202 -0.004 0.016 0.005
Si 5.828 0.613 30.128 0.019 0.024 -0.018
Si 9.78 0.63 30.252 -0.006 -0.001 0.02
Si 13.565 0.558 30.073 0 0.015 -0.016
Si -0.096 6.975 30.107 -0.009 0.015 0.003
Si 3.805 6.984 30.128 -0.024 0.02 -0.011
Si 7.656 7.059 30.276 -0.003 -0.006 0.011
Si 11.6 6.982 30.119 0 0 -0.002
Si -0.028 4.626 30.482 0 -0.011 -0.004
Si 3.83 4.661 30.526 0.005 -0.012 0
Si 7.725 4.718 30.607 0.005 0.011 -0.015
Si 11.58 4.641 30.42 -0.001 0.002 0.001
Si 1.924 11.075 30.554 -0.01 -0.01 -0.013
Si 5.808 11.124 30.607 -0.005 -0.017 0.006
Si 9.713 11.12 30.537 -0.003 0.007 -0.019
Si 13.55 11.04 30.469 0 -0.015 0.006
Si 1.904 4.085 31.767 -0.001 -0.001 0.005
Si 5.775 4.09 31.776 -0.008 -0.007 0.003
Si 9.688 4.099 31.768 -0.005 -0.002 0.004
Si 13.506 4.067 31.728 0.003 0 0.006
Si -0.014 10.491 31.771 -0.004 -0.003 0
Si 3.858 10.484 31.785 0.017 -0.007 0.002
Si 7.764 10.52 31.781 -0.009 -0.006 0.003
Si 11.628 10.481 31.759 0.014 -0.003 0.007
Si 1.956 1.761 32.23 0.001 -0.002 -0.004
Si 5.808 1.762 32.194 0 0.002 0.001
Si 9.71 1.787 32.272 0.005 -0.002 -0.005
Si 13.549 1.729 32.152 -0.001 0 0.001
Si -0.038 8.146 32.176 -0.001 -0.004 -0.006
Si 3.839 8.152 32.191 -0.004 -0.003 -0.001
Si 7.704 8.208 32.292 0.005 0 -0.006
Si 11.611 8.147 32.185 -0.001 -0.001 0.002
Si 0 2.332 3.917 0.093 -0.032 0.058
Si 3.867 2.332 3.917 -0.091 -0.124 -0.115
Si 7.734 2.332 3.917 0.118 0.087 -0.061
Si 11.602 2.332 3.917 -0.053 -0.011 -0.116
Si 1.934 8.745 3.917 -0.078 0.169 0.117
Si 5.801 8.745 3.917 0.142 -0.108 -0.171
Si 9.668 8.745 3.917 0.003 -0.024 0.179
Si 13.535 8.745 3.917 -0.089 0.001 -0.047
Si 1.925 6.406 4.329 0 -0.002 -0.006
Si 5.812 6.406 4.326 0.004 -0.001 -0.003
Si 9.646 6.402 4.338 0.003 -0.002 -0.002
Si 13.526 6.408 4.312 -0.001 -0.001 -0.003
Si 0.036 12.831 4.355 -0.001 -0.001 -0.004
Si 3.85 12.83 4.338 -0.001 -0.002 -0.004
Si 7.768 12.837 4.315 -0.004 -0.005 -0.003
Si 11.626 12.835 4.334 0.005 0 -0.005
Si -0.02 5.804 5.539 0.002 0.006 0.005
Si 3.874 5.78 5.512 -0.005 -0.001 0.01
Si 7.719 5.817 5.613 -0.001 -0.003 -0.004
Si 11.597 5.805 5.533 -0.007 -0.001 0.004
Si 1.951 12.307 5.686 -0.001 0.004 0.001
Si 5.823 12.247 5.494 0.01 0.003 0.003
Si 9.695 12.252 5.565 -0.007 -0.002 -0.004
Si 13.563 12.266 5.58 0 0.002 0.006
Si 0.021 3.474 5.998 0.005 -0.005 0.003
Si 3.855 3.466 5.974 -0.002 0.006 -0.001
Si 7.745 3.464 5.997 0.007 0.006 0
Si 11.613 3.465 5.981 0.001 0 -0.007
Si 1.919 9.94 5.992 -0.004 -0.003 -0.006
Si 5.852 9.936 5.936 -0.017 0.001 0.005
Si 9.671 9.928 5.996 0.005 0.004 -0.006
Si 13.495 9.945 5.953 0.013 0.004 -0.005
Si 1.954 3.006 7.313 -0.009 0 -0.01
Si 5.785 2.839 7.171 0.001 -0.024 0.006
Si 9.694 2.892 7.246 -0.004 0.009 -0.004
Si 13.551 2.835 7.194 -0.003 0.003 0.002
Si -0.072 9.371 7.182 -0.007 0.013 -0.007
Si 3.923 9.295 7.082 0.015 0 0
Si 7.739 9.339 7.233 -0.002 0.013 -0.001
Si 11.597 9.348 7.239 -0.004 -0.022 0.015
Si -0.069 7.049 7.531 0.003 -0.01 -0.01
Si 3.883 7 7.506 -0.003 -0.002 -0.012
Si 7.712 7.027 7.673 0.002 -0.015 0.007
Si 11.562 7.014 7.548 0.005 0.011 -0.004
Si 1.998 13.46 7.846 0.008 -0.007 -0.006
Si 5.81 13.299 7.582 -0.013 0.007 -0.009
Si 9.727 13.38 7.645 0.005 -0.008 0.014
Si 13.634 13.328 7.708 0.008 -0.005 -0.012
Si 1.905 6.797 8.753 -0.003 -0.003 0.001
Si 5.745 6.471 8.879 0.003 -0.011 -0.009
Si 9.68 6.431 8.846 0.004 0 -0.003
Si 13.473 6.442 8.771 -0.015 0.002 0.022
Si 0.087 12.754 9.096 -0.009 0.005 0.02
Si 3.959 12.585 8.916 0.017 -0.009 0.033
Si 7.768 12.765 8.803 0.006 -0.003 -0.006
Si 11.655 12.767 8.884 -0.013 -0.003 0.007
Si 1.927 4.397 9.285 -0.004 0.013 -0.008
Si 5.832 4.138 9.127 0.009 0.018 -0.017
Si 9.704 4.077 9.309 -0.002 0.01 0
Si 13.452 4.128 9.15 0.017 0.023 -0.006
Si -0.013 10.33 9.362 0.029 -0.017 0.001
Si 3.811 10.248 9.204 0.004 0.026 -0.005
Si 7.706 10.437 9.342 -0.002 -0.003 0.008
Si 11.607 10.448 9.372 -0.001 0.003 -0.012
Si -0.066 3.666 10.335 -0.016 -0.04 0.001
Si 3.92 3.711 10.385 -0.011 -0.037 0.029
Si 7.698 3.489 10.405 0.016 -0.025 0.006
Si 11.648 3.466 10.541 0.002 -0.023 -0.001
Si 1.891 9.029 9.96 -0.02 0.021 0.004
Si 5.721 9.895 10.557 -0.006 -0.019 -0.002
Si 9.641 9.924 10.644 -0.001 -0.012 -0.002
Si 13.526 9.811 10.659 -0.012 -0.02 0
Si -0.408 1.396 10.978 0.007 0.008 -0.035
Si 4.927 0.809 10.847 0.015 -0.068 -0.037
Si 7.362 1.143 10.774 -0.026 0.029 0.01
Si 11.885 1.127 10.92 -0.002 0.013 -0.005
Si 2.343 7.913 11.943 -0.003 -0.001 0.002
Si 5.366 7.625 10.971 -0.018 0.029 0.025
Si 10.015 7.513 10.942 -0.001 0.021 0.001
Si 13.202 7.489 10.88 -0.004 0.007 -0.042
O 15.345 17.26 11.815 0.004 0.012 0.012
O 4.764 13.113 12.41 0.003 -0.008 0.012
O 2.018 0.161 26.385 0.014 0.004 -0.001
O 9.72 0.27 26.449 0.006 0.004 -0.008
O 11.615 7.33 11.348 0.006 -0.006 0.004
O 3.847 7.358 11.579 0.015 -0.005 -0.014
O -0.131 6.562 26.368 -0.01 0 0.003
O 7.67 6.813 26.609 0.006 0.01 -0.003
O -1.984 1.021 11.386 -0.003 0 0
O 10.899 13.327 12.099 -0.01 -0.005 -0.005
O 5.709 10.656 12.066 -0.006 0.014 0.015
O 16.834 6.613 12.091 -0.008 -0.006 -0.003
O 3.896 27.736 10.652 -0.013 0.059 -0.006
O 6.359 7.232 12.212 0.003 -0.005 0.006
O 7.567 4.405 11.786 -0.002 0.012 0.003
O 11.89 4.256 11.999 -0.007 0.007 0.017
O -1.303 6.829 12.044 0.003 -0.004 0.005
O 0.408 14.269 12.403 0.022 0.004 0.042
O 13.531 10.481 12.212 0.011 0.007 0.024
O 9.156 6.608 12.019 -0.013 -0.012 -0.003
O 8.209 13.293 12.058 0.026 -0.016 0.003
O 9.602 10.96 11.959 0 0.012 0.001
O 2.316 8.719 13.389 -0.005 0.012 -0.002
O 4.094 4.33 11.905 0.001 0.003 -0.003
O 4.542 0.729 25.609 0.007 0.005 0.001
O 3.902 9.389 26.082 0.001 -0.002 0.003
O 8.904 4.118 25.596 -0.002 0 -0.018
O 5.793 3.091 25.946 0.001 -0.019 -0.014
O 0.077 9.473 25.597 -0.005 -0.018 -0.029
O 5.096 6.995 25.762 -0.013 0.011 -0.008
O 7.127 0.718 26.083 -0.017 0.007 -0.01
O 7.633 9.849 25.861 -0.004 -0.008 -0.014
O 11.924 9.899 25.632 -0.001 -0.01 -0.019
O 2.432 7.125 25.721 0.015 0.006 -0.003
O 12.694 6.498 25.488 -0.023 0.006 -0.004
O 13.626 2.872 25.661 0 -0.016 -0.01
O 14.904 0.535 25.88 -0.01 0.004 0.005
O 1.816 3.406 25.62 0 -0.008 -0.025
O 10.239 7.409 26.075 0.005 0.004 -0.002
O 12.237 0.614 25.558 0.008 0.003 -0.002
Si 5.012 9.358 18.076 0.002 0.003 0.004
Si 6.954 7.129 22.919 -0.004 0.001 -0.01
Si 5.953 1.571 25.386 -0.005 0.005 -0.003
Si 2.578 2.327 19.363 -0.001 0 0
Si 3.894 10.041 20.803 0.002 0 -0.009
Si 9.558 12.489 12.563 -0.013 0.008 -0.003
Si 11.252 4.432 13.487 -0.012 0.006 -0.004
Si 1.235 1.906 13.727 0.001 -0.028 0.008
Si 4.026 4.887 19.557 0 0.002 -0.002
Si 14.994 2.218 19.772 -0.002 -0.001 0.009
Si 15.283 9.172 23.992 -0.002 0.008 0.006
Si 12.109 9.594 24.043 0.012 -0.01 -0.007
Si 3.811 7.941 25.377 0.002 -0.012 -0.004
Si 8.938 4.923 24.158 0.004 0.003 -0.006
Si 14.527 10.419 13.505 0.004 -0.001 -0.01
Si 3.827 3.64 13.354 -0.003 -0.01 0.004
Si 6.56 7.117 13.819 0.014 0.006 -0.009
Si 0.861 6.365 22.727 -0.003 0.001 -0.005
Si 13.675 1.301 25.154 -0.001 0.012 -0.008
Si 12.567 3.187 15.843 0.009 0.024 0.014
Si 8.642 8.511 15.365 -0.002 0 0.006
Si 11.283 7.011 15.173 -0.003 -0.012 0.006
Si 6.034 14.132 22.359 0.003 0 0
Si 8.978 11.621 15.538 -0.001 0 0.005
Si 9.273 3.634 21.491 -0.001 0.004 -0.007
Si 8.482 5.316 12.772 0.011 -0.006 0.014
Si 3.866 7.474 22.389 0 0.008 0
Si 15.554 6.387 17.427 -0.004 0 0.004
Si 1.626 12.27 15.724 0.006 0.018 -0.001
Si 3.752 3.235 21.868 -0.001 0 -0.005
Si 4.716 11.589 12.98 0 0.011 -0.014
Si 9.733 10.787 22.464 0 -0.002 -0.011
Si 7.211 4.636 19.278 0.001 -0.004 -0.002
Si 14.298 11.375 16.312 -0.001 -0.002 0.002
Si 8.822 0.617 20.894 -0.002 -0.002 -0.009
Si 2.025 10.323 13.551 0.007 -0.014 -0.015
Si 9.213 8.063 20.855 -0.002 0.002 -0.005
Si -0.081 4.447 15.213 -0.008 0.004 0.005
Si 11.21 5.67 20.411 -0.002 0 -0.003
Si 7.66 7.661 18.317 0.001 0.002 0
Si 5.615 3.155 15.578 -0.005 0.001 0.012
Si 4.087 13.698 17.194 -0.006 -0.003 -0.006
Si 9.821 13.357 17.936 -0.004 0.002 0.001
Si 4.303 5.724 15.335 0.001 -0.004 0.004
Si 10.678 4.971 17.354 -0.001 0.003 0.006
Si 15.428 5.903 12.506 0.004 0.007 0.001
Si 2.977 7.137 17.752 -0.003 -0.002 0.008
Si 1.662 3.589 24.007 -0.006 -0.004 0.003
Si 7.232 10.026 24.3 0 -0.005 0.005
Si 4.772 11.457 23.125 0.002 0.001 -0.009
Si -1.531 8.517 15.684 0.005 0 0.007
Si 11.22 6.901 24.864 0.013 -0.001 -0.008
Si 15.448 1.143 22.713 -0.007 0.01 -0.007
Si 1.856 11.277 22.652 -0.016 -0.001 -0.011
Si 8.32 3.109 16.94 -0.003 -0.001 0.008
Si 5.846 11.568 16.015 0.001 0.003 0.001
Si 14.412 5.385 20.244 0.008 0 -0.001
Si 12.876 13.692 17.702 0.003 0.001 0.009
O 8.188 7.917 16.806 -0.002 -0.001 0.003
O 1.368 7.282 17.883 0.004 0 -0.004
O 11.678 3.2 14.474 0.012 -0.002 0.008
O 14.603 7.244 16.421 0.002 0 -0.005
O 7.659 5.938 23.834 -0.003 0.003 0.006
O -0.046 5.64 14.104 -0.001 -0.018 0.013
O 10.529 7.086 20.875 -0.002 0 0.002
O 11.104 6.358 16.646 -0.003 -0.009 -0.004
O 3.087 3.783 18.792 0 0 0
O 11.473 8.1 23.788 -0.001 0.001 0.011
O 2.495 10.868 21.162 0.005 -0.002 0.006
O 8.049 4.345 20.651 -0.001 0.002 0.001
O 2.698 2.474 13.288 -0.033 0.006 0.001
O 3.733 8.438 21.072 0 0.004 -0.001
O 5.259 2.615 21.762 -0.001 0.002 0.004
O 9.539 2.07 21.112 -0.001 -0.005 0.006
O 8.506 10.708 23.541 0.006 0.001 0.005
O 9.602 9.523 21.448 -0.001 -0.006 0.002
O 7.521 3.357 18.326 -0.004 0.004 0.001
O 7.336 8.443 14.376 0.001 -0.004 -0.007
O 2.064 10.808 15.107 -0.003 0.011 0.008
O 4.93 12.962 22.54 -0.001 0.002 0.006
O 0.766 2.398 23.377 -0.001 -0.007 0.004
O 5.221 3.032 13.987 -0.002 0.004 0
O 16.031 5.042 16.602 -0.001 0 -0.006
O 11.801 3.82 17.132 0.007 -0.01 -0.023
O 0.564 10.721 12.919 -0.012 -0.002 0.005
O 3.177 3.442 23.375 0.004 0 0.002
O 6.486 1.709 23.86 0 -0.001 -0.01
O 9.538 12.371 14.195 -0.002 -0.006 0.011
O 15.785 11.979 16.649 0.003 0.005 -0.006
O 2.747 2.268 20.993 -0.001 -0.001 -0.001
O 11.74 5.869 14.099 -0.003 0.011 0
O 7.53 5.812 14.006 0.001 0.001 -0.011
O 8.882 3.728 23.063 0.002 -0.003 0.002
O 5.396 6.775 22.425 -0.001 -0.002 0.007
O 2.43 6.668 22.349 0.001 -0.001 0.006
O 5.062 11.557 14.572 0.009 0 0.017
O 5.623 10.157 16.794 0 0.002 -0.002
O 5.609 4.641 19.416 -0.002 0.004 0.001
O 8.735 8.347 19.323 -0.001 -0.001 -0.001
O 5.353 4.7 16.068 -0.006 0.001 -0.01
O 12.938 1.671 16.274 -0.001 0.003 -0.004
O 9.751 12.104 16.892 0.001 0.003 -0.001
O 0.84 10.101 23.131 0.016 0.012 0.005
O 4.484 10.316 19.303 0.001 0 0.001
O 15.022 1.383 21.165 0.001 0.008 -0.007
O 9.855 7.636 14.717 0.001 0.003 -0.006
O 9.255 1.802 17.092 0 -0.004 -0.002
O 6.9 8.543 23.731 0 -0.002 0.005
O 3.747 4.703 21.154 0 0.004 0.003
O 10.684 4.43 21.324 0 0 0.004
O 3.178 11.105 12.714 0 -0.001 0.003
O 3.355 4.88 14.308 0.007 0.013 0.003
O -0.064 6.008 21.402 -0.01 -0.004 -0.007
O 0.968 12.652 22.707 0.008 -0.01 0.01
O 5.153 6.916 14.608 -0.01 -0.011 0.001
O 5.357 12.695 17.09 -0.006 0.006 -0.005
O 10.397 5.709 24.097 -0.014 -0.008 0.011
O 3.811 8.302 23.796 0 -0.003 -0.013
O 3.593 14.051 18.707 0.001 0.002 -0.004
O 10.632 5.305 18.929 -0.001 -0.001 -0.004
O 13.851 4.112 15.564 -0.016 -0.015 -0.003
O 11.222 10.672 23.169 -0.007 0.005 0.006
O 9.207 10.02 15.446 -0.001 0.004 -0.007
O 14.102 9.796 16.693 -0.002 0 -0.002
O 12.837 5.746 20.547 0.001 0 0.002
O 0.584 3.06 14.681 0.004 0 -0.007
O 3.275 6.336 16.389 -0.004 0.004 0.001
O 7.95 7.364 21.637 0.009 0.002 0
O 3.658 8.593 17.613 -0.003 -0.002 -0.003
O 11.378 13.638 18.352 -0.002 0 -0.002
O 5.914 11.024 24.217 -0.002 0 0.006
O 14.742 6.024 18.783 0 -0.002 0.005
O 7.202 2.827 15.774 0.001 -0.001 -0.006
O 0.934 5.021 23.676 -0.001 0.003 0.005
O 14.026 1.065 23.566 0.006 -0.004 -0.004
O 3.601 6.355 19.039 -0.003 -0.001 -0.002
O 2.824 0.076 16.579 0.002 -0.002 -0.004
O 0.139 7.622 23.523 0.004 -0.006 0.006
O 14.621 8.945 14.245 -0.005 -0.001 0.001
O 4.557 2.217 16.403 -0.008 -0.016 0
O 13.889 14.373 18.781 -0.004 -0.001 -0.005
O 7.388 11.907 15.687 -0.005 -0.007 -0.007
O 6.173 8.309 18.549 0.001 0.002 -0.002
O 7.265 13.629 21.405 0.007 -0.001 0.003
O 14.622 3.768 20.128 0.002 -0.003 0.001
O 13.711 9.575 23.657 -0.01 0.001 0.011
O 5.06 10.494 21.845 -0.001 -0.003 0.004
O 13.272 12.171 17.278 -0.003 0.006 -0.003
O 3.199 11.364 23.625 0 -0.003 0.004
O 1.319 0.515 14.552 0.012 0.019 -0.007
O 8.93 13.091 19.29 0.003 0.002 -0.001
O 9.277 4.418 16.697 0 0.001 -0.003
O 14.058 11.49 14.67 -0.002 0.005 0.003
O 9.58 12.232 21.702 -0.001 0.006 0.005
O 7.627 6.06 18.611 -0.001 -0.002 0
O 0.994 2.115 19.025 0.002 0.002 -0.002
O 9.632 4.355 13.397 0.001 0.009 -0.013
O 12.385 8.191 15.316 0.002 0.001 -0.008

Results
free energy: -248724.996 eV
free energy less fixed offsets of O -568.88, Si -635.61 eV per atom: -9.536 eV

The program warned: the cutoff lies below the one the program advises for these potential files; the forces do not sum to zero within the program's tolerance; the exchange-correlation potential is rough where the density is thin.
